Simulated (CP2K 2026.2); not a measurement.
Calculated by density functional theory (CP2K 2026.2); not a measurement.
Periodic cell of 507 atoms, Si360O145H2, from a study of silicon, its oxide and their interface. The atomic structure is a simulated model.
Doubt: the forces sum to 3.49 eV/angstrom along one axis rather than to zero, so they err by at least 0.0069 eV/angstrom per atom on average; the grid cutoff is modest.

Settings
functional: PBE
method: Gaussian and plane waves
basis set: DZVP-MOLOPT-SR-GTH
pseudopotentials: GTH-PBE
grid cutoff: 350 Ry, relative cutoff 50 Ry
k points: Gamma only
occupations: fixed
spin: none
net charge: 0

Cell vectors (angstrom)
a 16.32 0 0
b 0 16.32 0
c 6.5764 0.5778 33.9398

Atoms and the computed forces on them: element, x, y, z (angstrom), force x, y, z (eV/angstrom)
Si 7.655 15.964 33.937 0.073 -0.232 -0.222
Si 3.94 1.63 0.146 0.078 -0.041 -0.123
Si 8.286 4.42 33.791 -0.14 0.034 -0.283
Si 4.472 6.534 0.048 0.122 0.105 -0.45
Si 1.167 9.691 0.059 0.145 -0.047 -0.429
Si 4.301 11.984 0.284 -0.157 0.026 -0.402
Si 6.926 14.844 0.055 0.031 0.024 -0.284
Si 9.798 1.192 0.17 0.011 0.053 -0.222
Si 6.676 4.31 0.211 0.025 -0.016 -0.344
Si 9.816 6.505 0.206 -0.056 0.077 -0.29
Si 6.608 9.923 0.099 0.088 -0.201 -0.266
Si 9.102 12.556 0.147 0.102 -0.121 -0.076
Si 12.055 15.291 0.026 0.086 -0.236 -0.096
Si 15.038 1.067 0.234 -0.059 0.104 -0.053
Si 12.013 4.292 0.167 -0.053 -0.061 -0.264
Si 21.259 7.617 33.933 0.128 -0.145 -0.255
Si 12.461 9.271 0.019 -0.143 0.135 -0.294
Si 15.255 11.937 0.113 -0.015 0.159 -0.542
Si 2.691 0.073 1.41 -0.006 0.092 -0.176
Si 5.469 2.774 1.519 -0.082 0.002 -0.234
Si 2.765 5.44 1.287 0.038 -0.041 -0.098
Si 5.529 8.181 1.38 0.039 0.113 -0.274
Si 2.743 10.765 1.504 -0.08 0.055 -0.2
Si 5.413 13.671 1.459 0.155 -0.096 -0.126
Si 8.145 0.04 1.427 0.078 -0.033 -0.239
Si 10.922 2.725 1.548 0.001 -0.068 -0.24
Si 8.223 5.442 1.556 -0.033 0.001 -0.22
Si 10.924 8.174 1.441 0.003 -0.08 -0.166
Si 8.099 10.975 1.553 0.048 0.082 -0.216
Si 10.886 13.623 1.321 -0.125 0.195 -0.362
Si 13.598 16.205 1.601 -0.071 0.095 -0.275
Si 16.324 2.792 1.261 0.104 -0.122 -0.228
Si 13.606 5.485 1.418 -0.096 0.066 -0.19
Si 16.302 8.13 1.353 -0.106 0.083 -0.121
Si 13.608 10.851 1.38 0.032 -0.131 -0.092
Si 16.375 13.626 1.336 0.084 0.084 -0.207
Si 1.325 1.436 2.767 -0.003 0.071 0.031
Si 4.071 4.147 2.815 0.015 0.004 0.114
Si 1.38 6.778 2.695 0.034 -0.019 -0.04
Si 4.104 9.424 2.826 0.059 -0.051 0.156
Si 1.41 12.266 2.761 -0.039 0.027 0.114
Si 4.036 15.009 2.787 -0.053 0.048 0.043
Si 6.815 1.38 2.831 -0.003 -0.027 0.023
Si 9.525 4.048 2.901 0.047 -0.074 0.165
Si 6.872 6.878 2.828 -0.001 0.014 0.141
Si 9.538 9.555 2.782 -0.026 -0.002 -0.005
Si 6.75 12.318 2.894 -0.041 0.049 0.211
Si 9.544 14.974 2.796 -0.017 -0.001 -0.044
Si 12.298 1.366 2.879 0.012 0.06 0.18
Si 15.009 4.116 2.723 -0.023 -0.023 0.013
Si 12.263 6.823 2.843 0.001 0.004 0.147
Si 14.973 9.506 2.785 0.002 -0.007 0.1
Si 12.234 12.244 2.718 0.006 0.026 -0.064
Si 14.994 14.844 2.842 0.011 -0.089 0.17
Si 16.32 16.328 4.153 0.019 0.036 -0.094
Si 2.712 2.759 4.185 -0.036 0.011 -0.121
Si 16.352 5.457 4.122 -0.011 -0.024 0.027
Si 2.705 8.101 4.163 0.103 0.055 0.019
Si 16.342 10.902 4.147 -0.05 -0.002 -0.127
Si 2.731 13.622 4.177 -0.034 -0.059 0.005
Si 5.425 16.342 4.166 0.019 0.007 0.039
Si 8.156 2.701 4.246 0.029 0.059 0.002
Si 5.469 5.499 4.181 -0.082 -0.005 -0.1
Si 8.214 8.217 4.209 -0.077 -0.048 0.015
Si 5.411 10.872 4.203 0.028 0.054 -0.074
Si 8.177 13.645 4.227 0.015 -0.02 -0.118
Si 10.893 16.332 4.213 -0.058 -0.028 -0.11
Si 13.674 2.766 4.169 -0.045 -0.075 0.004
Si 10.901 5.448 4.22 0.032 0.036 -0.089
Si 13.629 8.178 4.214 0.001 -0.024 -0.117
Si 10.897 10.912 4.141 0.018 -0.023 0.073
Si 13.585 13.535 4.179 0.109 0.035 0.064
Si 17.649 14.985 16.522 -0.032 0.052 0.001
Si 4.06 1.393 16.519 -0.007 0.02 0.019
Si 17.673 4.097 16.569 -0.014 0.021 0.066
Si 4.105 6.817 16.577 -0.029 -0.022 0.054
Si 17.738 9.552 16.522 0.021 -0.12 -0.017
Si 4.049 12.225 16.492 0.01 0.033 -0.01
Si 6.811 14.995 16.515 0.007 -0.013 -0.022
Si 9.516 1.382 16.552 0.024 0.012 0.026
Si 6.827 4.142 16.565 -0.03 0.019 0.037
Si 9.53 6.795 16.607 -0.003 0.033 0.105
Si 6.811 9.495 16.521 0.036 -0.003 0.031
Si 9.532 12.232 16.505 0.025 -0.012 0.018
Si 12.283 15.015 16.511 -0.035 -0.024 0.026
Si 14.941 1.372 16.6 0.014 0 0.08
Si 12.239 4.077 16.607 0.013 -0.016 0.063
Si 14.959 6.802 16.58 0.012 0.033 0.023
Si 12.255 9.521 16.574 0.004 -0.009 0.032
Si 14.992 12.286 16.517 -0.016 0.011 0.015
Si 18.961 16.395 17.869 0.026 -0.128 0.026
Si 5.415 2.781 17.861 0.039 -0.065 0.065
Si 19.072 5.424 17.94 -0.052 0.106 0.081
Si 5.444 8.206 17.962 0.12 -0.03 0.036
Si 19.053 10.903 17.959 -0.004 0.042 0.048
Si 5.412 13.603 17.788 -0.071 -0.056 0.019
Si 8.154 16.351 17.919 -0.001 0.019 0.113
Si 10.86 2.703 17.98 0.016 0.029 0.105
Si 8.171 5.454 18.031 0.014 -0.03 0.137
Si 10.912 8.149 17.986 -0.018 -0.005 -0.043
Si 8.216 10.812 17.866 -0.068 -0.008 0.006
Si 10.904 13.638 17.804 0.034 0.003 0.054
Si 13.586 16.321 17.999 -0.029 0.016 0.162
Si 16.293 2.763 17.969 0.033 -0.02 -0.034
Si 13.605 5.437 17.987 -0.087 -0.022 -0.047
Si 16.389 8.184 17.859 0.057 0.102 0.032
Si 13.614 10.956 17.873 0.074 -0.015 -0.002
Si 16.367 13.591 17.94 -0.061 0.037 0.088
Si 17.669 1.434 19.343 -0.005 -0.042 0.017
Si 4.099 4.054 19.348 -0.019 0.002 -0.027
Si 17.707 6.813 19.278 -0.005 -0.066 -0.177
Si 4.101 9.578 19.362 0.028 -0.018 -0.015
Si 17.737 12.272 19.391 0.016 0.032 -0.067
Si 3.988 14.94 19.109 -0.105 0.01 -0.18
Si 6.738 1.434 19.234 0.14 0.089 -0.129
Si 9.529 4.034 19.432 -0.077 -0.022 0.033
Si 6.785 6.866 19.383 0.105 0.075 -0.061
Si 9.576 9.535 19.362 -0.115 -0.009 0.114
Si 6.759 12.174 19.082 -0.017 -0.074 -0.274
Si 9.562 14.936 19.217 0.125 0.125 -0.153
Si 12.164 1.334 19.423 -0.094 -0.131 0.021
Si 14.925 4.072 19.395 -0.014 -0.024 0.023
Si 12.284 6.804 19.382 -0.155 -0.15 0.025
Si 15.117 9.68 19.149 0.154 -0.024 -0.199
Si 12.224 12.322 19.223 -0.093 0.079 -0.094
Si 14.992 14.916 19.328 0.011 0.019 -0.159
Si 16.331 16.319 20.667 0.003 -0.026 0.094
Si 19.08 2.707 20.804 0.003 -0.078 0.182
Si 16.35 5.449 20.68 -0.018 0.174 0.212
Si 19.041 8.186 20.671 0.009 -0.105 0.134
Si 16.35 10.957 20.767 -0.094 -0.09 0.359
Si 19.131 13.673 20.704 0.088 0.023 0.169
Si 5.302 16.326 20.37 -0.038 0.038 0.215
Si 8.049 2.653 20.791 -0.013 0.219 0.171
Si 5.415 5.469 20.714 -0.099 0.104 0.137
Si 8.193 8.192 20.808 0.068 -0.095 0.134
Si 5.502 11 20.663 0.011 0.054 0.031
Si 8.115 13.519 20.335 0.04 -0.062 0.213
Si 10.759 16.205 20.817 0.208 -0.026 0.25
Si 13.56 2.689 20.808 -0.092 -0.066 0.045
Si 10.933 5.39 20.848 0.131 -0.013 -0.026
Si 13.8 8.299 20.391 -0.016 0.069 0.188
Si 10.92 11.026 20.665 -0.067 -0.102 0.315
Si 13.579 13.57 20.673 0.091 0.014 0.204
Si 17.925 15.227 22.01 -0.005 0.061 0.28
Si 20.246 0.977 22.01 0.072 0.077 0.32
Si 17.883 4.313 22.089 -0.152 -0.016 0.458
Si 20.082 6.566 22.025 0.215 0.089 0.314
Si 17.518 9.315 22.041 -0.014 -0.014 0.392
Si 4.616 12.76 21.981 0.028 0.169 0.591
Si 6.709 14.913 21.495 0.01 0.127 0.482
Si 8.913 0.812 22.048 -0.301 -0.253 -0.11
Si 6.951 4.367 22.107 -0.061 -0.305 0.326
Si 9.33 6.514 22.141 0.051 0.224 0.184
Si 7.03 9.873 22.034 -0.025 -0.225 0.517
Si 9.17 12.156 21.904 0.165 0.194 0.277
Si 12.453 15.037 22.132 -0.252 0.061 0.313
Si 14.673 0.995 22.012 0.103 0.165 0.349
Si 12.127 3.875 22.301 0.08 0.165 -0.014
Si 15.264 7.206 21.839 -0.026 -0.111 0.279
Si 12.66 9.805 21.729 -0.198 -0.275 0.47
Si 14.684 12.066 22.129 -0.073 -0.075 0.21
Si 18.743 7.431 27.359 -0.071 -0.011 0.238
Si 10.978 8.245 31.022 0.259 -0.119 -0.698
Si 10.274 4.427 28.792 0.094 -0.085 -0.184
Si 21.991 7.037 30.913 -0.141 0.17 -0.729
Si 16.515 13.446 24.221 -0.079 0.11 0.41
Si 9.862 12.854 31.387 0.126 0.03 -0.517
Si 14.701 3.182 31.885 0.085 0.225 -0.286
Si 17.573 4.757 27.704 0.054 0.083 0.232
Si 20.445 9.261 29.344 -0.028 -0.029 -0.338
Si 16.166 9.186 26.782 -0.022 -0.183 0.245
Si 7.056 11.493 26.257 -0.065 0.064 0.376
Si 12.353 0.864 26.194 0.216 -0.042 0.348
Si 11.879 14.218 25.219 0.119 0.018 0.571
Si 13.609 9.766 31.097 -0.086 0.024 -0.46
Si 8.711 9.999 31.007 -0.165 0.243 -0.688
Si 16.277 15.274 26.675 0.102 0.226 0.547
Si 12.408 0.997 31.79 -0.204 -0.04 -0.357
Si 5.796 4.079 25.122 0.096 0.163 0.537
Si 18.861 16.06 28.329 0.11 0.01 -0.021
Si 21.523 13.494 31.1 0.274 -0.123 -0.608
Si 20.696 6.924 25.069 -0.22 -0.157 0.513
Si 7.248 15.65 25.949 -0.194 -0.094 0.512
Si 14.657 13.973 28.958 -0.13 -0.131 -0.264
Si 8.972 13.53 24.753 -0.154 -0.176 0.458
Si 10.88 9.527 25.517 0.091 0.185 0.715
Si 20.003 3.069 31.967 -0.014 0.039 -0.395
Si 16.478 12.81 31.227 -0.05 0.131 -0.691
Si 21.683 4.322 29.976 -0.041 -0.046 -0.585
Si 15.845 7.827 31.18 0.027 -0.162 -0.544
Si 8.718 4.303 26.164 0.034 0.007 0.418
Si 10.231 2.232 24.291 0.152 0.202 0.641
Si 7.812 14.995 31.06 -0.076 -0.072 -0.554
Si 5.139 1.219 24.93 -0.106 -0.292 0.64
Si 19.431 2.659 29.066 0.084 0.066 -0.436
Si 12.007 11.787 26.984 -0.059 -0.026 0.181
Si 7.945 5.298 30.668 0.246 -0.101 -0.743
Si 15.161 1.421 25.048 -0.126 -0.128 0.593
Si 18.888 14.806 31.091 -0.089 0.125 -0.562
Si 12.422 6.489 28.821 0.06 -0.079 -0.297
Si 20.468 12.226 25.047 0.28 0.283 0.684
Si 16.563 3.986 24.977 0.161 0.117 0.578
Si 6.628 8.808 24.915 0.09 0.088 0.716
Si 9.173 16.002 28.505 0.114 0.016 -0.033
Si 18.01 10.775 24.722 -0.17 -0.258 0.708
Si 13.351 7.873 26.211 0.152 0.114 0.432
Si 9.215 7.166 25.054 -0.002 -0.05 0.724
Si 14.437 11.042 28.457 0.04 -0.066 -0.305
Si 17.924 10.194 31.013 0.12 -0.181 -0.546
Si 11.549 13.918 29.173 0.072 0.009 -0.353
Si 20.699 14.999 26.358 0.212 -0.071 0.244
Si 11.304 1.593 29.005 -0.161 0.308 -0.29
Si 6.408 11.182 29.189 -0.067 -0.057 -0.311
Si 13.925 5.65 24.23 0.066 0.183 0.331
Si 15.25 5.216 29.634 -0.102 0.275 -0.398
Si 1.368 14.987 5.543 0.008 -0.01 -0.016
Si 4.08 1.387 5.55 -0.011 0.017 -0.047
Si 1.356 4.113 5.554 0.035 -0.034 -0.065
Si 4.086 6.808 5.572 -0.005 -0.034 -0.024
Si 1.372 9.521 5.524 0.008 0.016 -0.064
Si 4.072 12.252 5.564 -0.02 -0.015 0
Si 6.792 15 5.567 0.017 -0.015 -0.027
Si 9.533 1.356 5.598 0.002 -0.017 -0.004
Si 6.797 4.107 5.565 0.007 -0.009 -0.007
Si 9.544 6.824 5.578 0.014 0.001 -0.019
Si 6.815 9.551 5.572 0.026 0.015 -0.03
Si 9.546 12.253 5.56 -0.038 0.043 -0.063
Si 12.259 14.948 5.553 -0.013 0.006 -0.038
Si 14.984 1.371 5.549 0.01 0.014 -0.007
Si 12.287 4.094 5.561 -0.001 0.016 -0.012
Si 15.002 6.801 5.544 -0.025 0.046 -0.054
Si 12.25 9.555 5.55 0.018 -0.026 -0.061
Si 14.971 12.222 5.558 -0.043 -0.056 -0.026
Si 2.728 16.341 6.925 0.004 -0.012 0.007
Si 5.437 2.742 6.934 -0.013 0.018 -0.005
Si 2.724 5.451 6.937 0.029 -0.002 0.041
Si 5.45 8.179 6.933 -0.019 0.017 -0.006
Si 2.716 10.881 6.924 0.004 0.036 -0.006
Si 5.443 13.617 6.93 0.032 -0.02 -0.001
Si 8.157 16.333 6.958 -0.017 0.014 0.014
Si 10.91 2.734 6.932 0 -0.015 -0.009
Si 8.171 5.459 6.935 -0.008 0.012 -0.007
Si 10.905 8.19 6.936 -0.012 -0.008 0.004
Si 8.179 10.905 6.941 -0.007 -0.012 0.005
Si 10.898 13.608 6.941 0.008 -0.012 0.012
Si 13.616 16.327 6.919 -0.014 0.021 -0.017
Si 16.333 2.738 6.925 0.007 -0.023 0.018
Si 13.635 5.46 6.931 -0.003 -0.028 0.005
Si 16.342 8.173 6.92 -0.008 -0.009 0.012
Si 13.613 10.883 6.942 0.03 -0.001 0.03
Si 16.327 13.613 6.912 -0.022 0.03 -0.007
Si 17.692 1.382 8.302 0.006 0.013 -0.004
Si 4.081 4.094 8.313 -0.012 -0.021 -0.001
Si 17.691 6.817 8.307 0.02 0.018 -0.002
Si 4.087 9.536 8.304 0.025 0.017 0.004
Si 17.682 12.251 8.294 -0.009 -0.031 -0.003
Si 4.086 14.979 8.302 -0.003 0.004 0.001
Si 6.799 1.385 8.314 0.028 -0.006 0.006
Si 9.54 4.096 8.299 0.011 0.013 0.01
Si 6.81 6.818 8.307 -0.01 -0.02 0.006
Si 9.538 9.54 8.311 -0.002 -0.008 0.003
Si 6.812 12.265 8.307 0.004 0.015 0.003
Si 9.528 14.967 8.314 -0.021 -0.006 -0.003
Si 12.259 1.367 8.302 -0.02 -0.008 0.007
Si 14.979 4.095 8.307 -0.022 -0.004 0.004
Si 12.267 6.821 8.3 0.01 0.021 0
Si 14.976 9.52 8.305 -0.031 -0.007 -0.001
Si 12.256 12.249 8.314 -0.001 0.018 0.004
Si 14.973 14.971 8.296 0.016 0 0.004
Si 16.327 16.34 9.669 -0.002 -0.003 -0.003
Si 2.723 2.737 9.688 0.016 -0.011 0.008
Si 16.331 5.458 9.685 -0.003 -0.006 0.003
Si 2.731 8.175 9.68 0.001 -0.005 0
Si 16.328 10.891 9.675 0 0.023 -0.009
Si 2.725 13.613 9.668 0.009 0.006 -0.007
Si 5.441 16.341 9.686 0.005 -0.006 0.003
Si 8.173 2.741 9.677 -0.021 -0.007 0.005
Si 5.449 5.455 9.677 0 0.007 -0.002
Si 8.178 8.174 9.676 0 0.018 0.005
Si 5.452 10.898 9.673 0 -0.001 -0.003
Si 8.169 13.614 9.693 0.005 -0.001 0.007
Si 10.889 16.336 9.678 0.001 -0.002 -0.002
Si 13.611 2.738 9.673 0.015 -0.004 0.005
Si 10.901 5.459 9.669 -0.011 -0.004 -0.003
Si 13.619 8.169 9.689 0.009 -0.008 0.01
Si 10.896 10.892 9.692 -0.004 0 0.003
Si 13.613 13.617 9.678 -0.017 -0.007 -0.001
Si 17.689 14.981 11.04 0.003 -0.013 -0.006
Si 4.083 1.382 11.064 -0.01 0.003 0.002
Si 17.686 4.099 11.063 0.007 -0.001 -0.001
Si 4.09 6.812 11.051 0.004 0.003 0.002
Si 17.687 9.531 11.052 0.004 0.007 -0.001
Si 4.087 12.256 11.045 0.011 0.008 -0.005
Si 6.807 14.983 11.06 0.003 0.002 0
Si 9.532 1.381 11.053 -0.008 -0.009 0.006
Si 6.813 4.099 11.051 0.012 0 0
Si 9.538 6.811 11.048 0.003 0.007 0
Si 6.817 9.536 11.044 -0.005 -0.01 -0.005
Si 9.533 12.251 11.065 0 -0.002 0.002
Si 12.249 14.978 11.05 -0.001 -0.001 -0.004
Si 14.968 1.382 11.045 -0.014 0.009 -0.004
Si 12.253 4.1 11.05 -0.012 -0.003 0.002
Si 14.971 6.808 11.069 -0.002 0.002 0.006
Si 12.257 9.527 11.063 -0.001 0.005 0.003
Si 14.968 12.251 11.048 -0.002 0.002 -0.003
Si 2.714 16.343 12.43 0.001 -0.013 0.004
Si 5.445 2.75 12.431 0.017 -0.017 -0.006
Si 2.728 5.461 12.434 0.018 0.004 0.007
Si 5.464 8.168 12.411 0.003 0.034 -0.009
Si 2.732 10.891 12.418 0 0.005 0.001
Si 5.442 13.617 12.424 -0.002 -0.004 -0.01
Si 8.169 16.348 12.434 0 -0.005 0.001
Si 10.89 2.748 12.427 0.017 0.007 -0.001
Si 8.181 5.451 12.423 -0.026 -0.003 0.003
Si 10.898 8.159 12.434 -0.017 -0.005 0.002
Si 8.174 10.883 12.434 -0.004 -0.004 0.005
Si 10.896 13.615 12.431 -0.011 0.012 -0.005
Si 13.599 16.353 12.415 0.009 -0.022 -0.003
Si 16.315 2.742 12.43 -0.004 -0.015 0.005
Si 13.605 5.45 12.445 0.002 -0.004 0.005
Si 16.333 8.172 12.438 -0.002 0 -0.007
Si 13.619 10.89 12.434 -0.005 0.022 -0.002
Si 16.325 13.625 12.407 0.01 -0.011 -0.009
Si 17.665 1.382 13.805 0.025 0.009 0.004
Si 4.089 4.111 13.813 -0.027 0.007 0.011
Si 17.69 6.814 13.817 -0.017 0.013 0.011
Si 4.099 9.519 13.776 0.037 -0.046 -0.014
Si 17.681 12.259 13.772 -0.011 0.033 -0.002
Si 4.079 14.981 13.794 0.015 -0.017 -0.002
Si 6.809 1.399 13.805 -0.013 -0.004 -0.003
Si 9.538 4.103 13.814 -0.014 0.004 -0.004
Si 6.82 6.809 13.789 0.018 -0.007 -0.018
Si 9.534 9.511 13.806 0.008 0.023 0.004
Si 6.803 12.249 13.793 -0.014 0.025 -0.004
Si 9.536 14.982 13.8 0.004 -0.015 -0.004
Si 12.249 1.394 13.801 -0.008 -0.01 -0.01
Si 14.959 4.09 13.825 0.003 -0.003 0.002
Si 12.245 6.803 13.829 0.005 0.015 -0.008
Si 14.973 9.527 13.816 0.022 -0.002 -0.001
Si 12.261 12.255 13.804 0.012 -0.035 0.007
Si 14.967 14.995 13.769 -0.043 0.019 -0.015
Si 16.286 16.353 15.175 -0.016 -0.077 0.004
Si 19.023 2.754 15.167 -0.003 -0.038 -0.038
Si 16.319 5.457 15.192 0.028 0.013 -0.007
Si 19.08 8.167 15.171 0.014 0.069 -0.014
Si 16.347 10.901 15.164 -0.034 -0.015 0.006
Si 19.02 13.622 15.151 0.019 -0.015 0.01
Si 5.436 16.354 15.158 0.015 -0.019 -0.009
Si 8.168 2.76 15.189 -0.001 -0.029 -0.006
Si 5.461 5.476 15.181 0.048 0.034 -0.007
Si 8.185 8.134 15.181 -0.053 -0.013 -0.01
Si 5.447 10.87 15.155 -0.002 0.008 -0.005
Si 8.168 13.613 15.156 -0.019 0.007 -0.012
Si 10.888 16.36 15.169 0.013 0.004 -0.026
Si 13.596 2.734 15.21 -0.009 -0.003 0.005
Si 10.891 5.443 15.221 -0.006 0.004 -0.007
Si 13.612 8.165 15.195 -0.026 -0.015 0
Si 10.908 10.871 15.166 -0.029 0.006 -0.011
Si 13.629 13.641 15.148 0.063 0.043 -0.019
O 14.349 6.721 23.103 -0.174 -0.025 -0.307
O 16.393 8.198 22.561 -0.127 0.099 -0.391
O 15.682 7.685 32.786 0.109 0.088 0.316
O 17.305 3.763 23.551 0.232 -0.028 -0.639
O 11.766 0.727 30.307 0.055 -0.199 0.467
O 9.216 1.161 23.629 0.012 -0.045 -0.132
O 5.749 13.925 22.488 -0.198 -0.252 -0.739
O 6.659 0.732 25.351 0.074 0.162 -0.241
O 20.12 13.963 30.453 -0.186 -0.217 0.184
O 22.775 0.697 33.45 0.148 -0.085 0.346
O 15.253 3.845 30.501 0.009 -0.512 0.388
O 8.215 10.945 22.586 -0.142 -0.275 -0.665
O 12.883 4.585 23.585 0.097 -0.388 -0.153
O 13.722 5.635 29.281 0.207 -0.213 0.066
O 17.283 8.137 27.305 -0.136 -0.203 0.21
O 12.43 15.554 26.011 0.087 -0.096 -0.096
O 9.415 3.263 33.44 0.013 0.125 0.294
O 15.322 1.536 23.438 0.127 -0.144 -0.625
O 15.94 2.532 32.708 0.109 -0.233 0.217
O 18.315 10.436 32.578 -0.033 -0.179 0.659
O 20.155 8.746 33.407 0.07 -0.181 0.519
O 12.928 15.949 32.514 0.052 -0.24 0.209
O 15.126 12.926 23.506 -0.239 -0.255 -0.327
O 8.158 5.409 22.564 0.065 -0.076 -0.2
O 17.49 5.984 33.543 -0.172 0.19 0.393
O 20.441 1.95 33.04 -0.075 -0.292 0.239
O 11.19 13.501 30.694 0.039 0.092 0.511
O 16.391 13.894 25.804 -0.045 -0.546 -0.613
O 9.975 13.158 32.971 -0.118 -0.119 0.533
O 13.619 1.624 25.525 0.093 0.194 -0.042
O 9.437 13.102 23.251 0.084 -0.075 -0.4
O 19.521 1.229 28.314 -0.019 0.165 0.259
O 20.065 13.743 25.535 -0.021 -0.081 -0.244
O 20.839 3.495 28.842 0.012 -0.045 0.213
O 19.389 11.096 25.566 -0.024 -0.166 -0.417
O 13.098 14.439 29.138 0.11 0.089 -0.059
O 12.148 5.951 33.515 -0.055 -0.012 0.553
O 9.709 11.289 31.023 0.106 0.018 0.235
O 21.21 5.406 25.416 0.046 -0.034 -0.135
O 15.381 13.701 30.39 0.345 -0.215 0.243
O 21.168 5.877 30.077 -0.007 -0.056 0.173
O 6.267 9.463 23.466 -0.086 0.275 -0.509
O 16.043 6.395 30.436 0.002 0.121 0.516
O 9.58 8.77 30.365 -0.083 -0.111 0.35
O 7.439 10.247 30.02 0.21 -0.16 0.514
O 9.271 3.875 27.634 -0.192 -0.142 0.124
O 11.12 2.777 23.033 0.07 0.074 -0.349
O 18.265 9.778 23.461 -0.03 -0.168 -0.474
O 7.263 6.802 30.522 0.137 0.086 0.514
O 6.208 14.778 31.128 -0.133 0.269 0.311
O 11.179 3.183 29.366 0.205 -0.023 0.112
O 20.455 12.128 23.428 -0.313 -0.057 -0.601
O 7.145 11.787 27.862 0.169 0.046 -0.153
O 9.807 1.171 28.527 -0.127 0.014 -0.176
O 14 10.947 30.026 -0.233 0.142 0.518
O 13.994 10.11 32.637 -0.106 -0.032 0.601
O 7.711 15.994 22.272 0.182 0.159 -0.268
O 11.038 1.452 25.462 -0.116 0.112 -0.45
O 13.533 16.23 22.55 0.201 -0.027 -0.191
O 13.644 2.009 31.544 0.09 -0.175 0.084
O 19.328 15.536 32.482 -0.137 -0.062 0.563
O 19.28 7.178 25.842 0.139 -0.18 -0.389
O 18.365 15.75 29.851 -0.042 -0.293 0.461
O 12.018 9.499 31.031 -0.059 0.2 0.238
O 7.92 14.764 24.773 0.196 0.172 -0.444
O 8.352 15.594 32.471 -0.087 0.171 0.685
O 9.981 6.944 23.631 0.097 -0.097 -0.595
O 12.032 11.586 33.507 -0.2 0.064 0.624
O 21.183 13.01 32.61 -0.013 -0.049 0.5
O 13.978 4.33 32.777 0.092 -0.014 0.144
O 6.234 3.967 23.556 0.212 -0.022 -0.602
O 19.109 4.219 32.677 -0.202 -0.092 0.143
O 14.901 8.386 26.145 0.022 -0.221 -0.294
O 20.03 15.033 27.841 -0.187 -0.228 -0.157
O 21.465 10.31 28.626 -0.132 0.052 -0.073
O 19.066 16.288 22.62 0.021 -0.074 -0.469
O 19.274 10.09 30.103 -0.269 0.411 0.459
O 21.261 2.733 25.522 0.073 0.025 0.073
O 20.647 7.163 23.464 -0.04 0.133 -0.483
O 13.223 6.429 25.479 -0.041 -0.331 -0.436
O 8.166 15.926 29.777 -0.312 -0.144 0.351
O 4.89 1.304 23.323 -0.247 0.21 -0.507
O 15.959 12.315 32.677 -0.235 -0.278 0.37
O 15.614 16.317 25.646 -0.264 0.047 -0.506
O 5.846 12.343 30.157 -0.16 0.136 0.254
O 10.441 14.969 28.592 0.146 -0.179 0.026
O 14.443 8.447 30.621 -0.146 -0.24 0.211
O 17.032 11.462 30.462 0.001 0.302 0.121
O 6.981 4.287 29.771 -0.123 0.011 0.265
O 17.559 4.668 26.079 -0.134 0.177 -0.506
O 12.109 14.342 23.617 0.244 0.063 -0.914
O 13.64 10.847 22.64 0.242 0.082 -0.415
O 7.105 4.134 26.108 -0.162 -0.166 0.005
O 9.143 5.853 25.987 -0.029 0.375 -0.353
O 16.046 4.954 28.238 -0.238 0.122 0.023
O 18.175 3.428 28.402 -0.092 0.031 0.261
O 5.607 11.925 25.682 -0.292 -0.112 -0.137
O 17.452 0.635 33.555 -0.005 0.304 0.232
O 11.422 12.584 28.261 -0.049 -0.193 0.025
O 5.988 14.802 26.574 0.14 0.201 -0.324
O 11.258 1.635 32.737 0.043 0.21 0.348
O 17.161 14.675 23.369 0.103 0.046 -0.332
O 9.427 5.141 30.002 -0.193 0.159 0.416
O 8.523 13.556 30.792 -0.129 -0.286 0.223
O 17.101 8.798 30.813 0.079 -0.219 -0.057
O 8.34 15.86 27.128 -0.171 -0.149 0.016
O 18.95 5.487 22.573 0.078 -0.124 -0.472
O 10.785 10.829 26.489 -0.016 -0.185 -0.309
O 11.328 5.487 28.135 -0.114 0.107 0.148
O 15.243 4.897 24.784 0.026 0.229 -0.189
O 21.844 6.931 32.533 0.054 -0.022 0.495
O 11.685 7.097 30.125 0.001 0.013 0.401
O 12.337 1.272 27.779 0.161 -0.199 -0.184
O 20.432 16.431 25.595 0.063 0.09 -0.086
O 5.362 8.092 25.642 0.274 0.095 -0.316
O 6.658 11.43 33.522 0.091 0.343 0.3
O 14.635 14.307 33.546 0.196 0.014 0.202
O 14.836 12.579 28.135 0.016 -0.028 0.02
O 12.857 7.648 27.758 -0.017 0.047 -0.102
O 10.615 7.736 32.517 -0.053 -0.103 0.487
O 17.703 13.813 31.518 -0.041 -0.129 0.352
O 10.294 14.035 25.552 -0.027 0.03 -0.324
O 8.268 9.652 32.54 -0.222 -0.126 0.715
O 17.525 12.193 24.121 0.002 0.201 -0.502
O 9.929 8.3 25.998 -0.099 -0.188 -0.219
O 7.72 7.639 24.663 -0.105 0.027 -0.181
O 8.275 12.278 25.536 0.114 -0.091 -0.273
O 18.535 6.005 28.121 0.074 -0.061 -0.123
O 21.423 3.659 31.436 -0.054 0.067 0.38
O 19.806 8.306 28.206 0.249 -0.034 -0.165
O 7.925 4.961 32.26 0.172 0.021 0.567
O 16.847 10.185 25.705 0.325 0.444 -0.391
O 16.123 2.573 25.665 -0.07 -0.084 -0.094
O 13.181 10.751 27.458 -0.038 -0.058 0.089
O 15.647 10.028 28.082 -0.081 -0.147 0.18
O 7.252 9.902 25.962 -0.122 -0.477 -0.299
O 12.409 8.979 25.478 -0.01 0.153 -0.599
O 9.422 3.45 24.982 0.077 -0.058 -0.514
O 15.373 15.092 28.025 -0.033 0.128 -0.286
O 12.567 12.86 25.869 0.314 0.104 -0.175
O 19.195 2.469 30.673 0.024 0.076 0.485
O 21.352 8.436 30.411 0.287 -0.212 0.28
O 17.673 15.912 27.227 0.059 0.208 -0.044
O 11.99 8.575 22.604 -0.074 0.137 -0.192
H 11.202 8.914 23.094 0.054 -0.161 0.035
O 10.421 10.035 24.029 0.128 -0.187 -0.575
H 9.517 10.369 23.84 -0.042 -0.089 0.16

Results
total energy: -102127.181 eV
total energy less fixed offsets of H -15.91, O -438.35, Si -107.03 eV per atom: -3.811 eV
